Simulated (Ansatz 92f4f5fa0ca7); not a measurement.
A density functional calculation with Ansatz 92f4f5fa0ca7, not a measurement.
Periodic cell of 225 atoms, Si135O82H8, from a study of silicon, its oxide and their interface. The atomic structure is a simulated model.
Doubt: the cutoff is low for norm-conserving oxygen, so forces and energies are approximate.
Doubt: the program's own warning below bears on the result.

Settings: functional HSE06; potential files SPMS norm-conserving; basis plane waves; wave-function cutoff 800 eV; density cutoff ratio 4; exchange-correlation grid ratio 1; k mesh 1 x 1 x 1, Gamma-centred; occupations fixed; spin none; net charge 0.

Cell vectors (angstrom)
a	10.938	0	0
b	0	10.938	0
c	0	0	31.807

Atoms: element, x, y, z (angstrom)
Si	0.4786	10.4283	24.4677
Si	5.9255	10.3903	24.4728
Si	2.2387	3.1782	24.3499
Si	7.4734	3.098	24.2229
Si	0.3685	5.0166	24.3031
Si	5.9058	5.0325	24.4604
Si	2.1992	8.6832	24.475
Si	7.6797	8.6746	24.4714
Si	1.3609	1.3662	25.6446
Si	6.7799	1.3331	25.6589
Si	4.0451	4.111	25.6351
Si	9.4825	4.0071	25.4823
Si	1.3015	6.8041	25.6339
Si	6.8359	6.82	25.7128
Si	4.0686	9.5393	25.6788
Si	9.5446	9.5678	25.6616
Si	2.7706	0.0459	27.0306
Si	8.2342	0.0494	27.0289
Si	-0.0678	2.7076	26.9787
Si	5.4077	2.7146	27.0199
Si	2.7393	5.5151	27.0213
Si	8.2599	5.4539	26.995
Si	-0.0561	8.1658	27.0279
Si	5.4245	8.1625	27.0505
Si	4.1018	1.3673	28.3888
Si	9.5708	1.3673	28.3888
Si	1.3673	4.1018	28.3888
Si	6.8362	4.1018	28.3888
Si	4.1018	6.8362	28.3888
Si	9.5708	6.8362	28.3888
Si	1.3673	9.5708	28.3888
Si	6.8362	9.5708	28.3888
Si	0	0	29.756
Si	5.469	0	29.756
Si	2.7345	2.7345	29.756
Si	8.2035	2.7345	29.756
Si	0	5.469	29.756
Si	5.469	5.469	29.756
Si	2.7345	8.2035	29.756
Si	8.2035	8.2035	29.756
Si	1.3673	1.3673	31.1233
Si	6.8362	1.3673	31.1233
Si	4.1018	4.1018	31.1233
Si	9.5708	4.1018	31.1233
Si	1.3673	6.8362	31.1233
Si	6.8362	6.8362	31.1233
Si	4.1018	9.5708	31.1233
Si	9.5708	9.5708	31.1233
Si	2.7345	0	0.6835
Si	8.2035	0	0.6835
Si	0	2.7345	0.6835
Si	5.469	2.7345	0.6835
Si	2.7345	5.469	0.6835
Si	8.2035	5.469	0.6835
Si	0	8.2035	0.6835
Si	5.469	8.2035	0.6835
Si	4.1018	1.3673	2.0507
Si	9.5708	1.3673	2.0507
Si	1.3673	4.1018	2.0507
Si	6.8362	4.1018	2.0507
Si	4.1018	6.8362	2.0507
Si	9.5708	6.8362	2.0507
Si	1.3673	9.5708	2.0507
Si	6.8362	9.5708	2.0507
Si	0	0	3.418
Si	5.469	0	3.418
Si	2.7345	2.7345	3.418
Si	8.2035	2.7345	3.418
Si	0	5.469	3.418
Si	5.469	5.469	3.418
Si	2.7345	8.2035	3.418
Si	8.2035	8.2035	3.418
Si	1.3976	1.4562	4.7966
Si	6.8952	1.3857	4.7584
Si	4.0665	4.055	4.8202
Si	9.564	4.0958	4.8028
Si	1.4468	6.8304	4.8025
Si	6.859	6.8925	4.7892
Si	4.0688	9.5111	4.7904
Si	9.5392	9.5325	4.7541
Si	2.7726	0.0462	6.1085
Si	8.2237	-0.0076	6.1317
Si	0.024	2.8127	6.2458
Si	5.5418	2.7273	6.1427
Si	2.744	5.4306	6.293
Si	8.2891	5.5788	6.1482
Si	0.0693	8.256	6.083
Si	5.4487	8.1698	6.2274
Si	4.6399	0.8761	7.3324
Si	10.0799	0.886	7.3364
Si	0.8274	4.6695	7.6529
Si	6.5758	4.515	7.3446
Si	4.7024	6.1992	7.4725
Si	10.0541	6.6169	7.4734
Si	0.9157	10.1275	7.2899
Si	6.3594	10.0694	7.3481
H	9.7422	1.1696	8.7581
H	1.2621	9.7898	8.6924
H	4.2806	1.1869	8.743
H	6.6896	9.7736	8.7672
O	4.3677	6.2676	9.0898
O	7.3091	4.0656	8.7814
O	9.6154	7.466	8.8492
O	1.0848	4.2841	9.2622
H	5.6048	10.7277	23.0549
H	8.0049	8.3449	23.055
H	0.1592	10.7529	23.0465
H	2.5502	8.3923	23.06
O	5.6084	5.6903	22.9858
O	7.3331	2.5241	22.6487
O	10.7431	5.5906	22.8555
O	2.8127	2.5949	22.9062
Si	9.9265	0.9082	19.7988
Si	4.1099	5.1534	13.2319
Si	5.6055	8.5252	12.2715
Si	1.4604	3.6385	10.694
Si	4.8422	1.3216	19.4393
Si	6.9465	4.2482	10.336
Si	2.3926	5.2479	17.8007
Si	10.0072	8.4154	17.4839
Si	10.2453	6.1069	21.4108
Si	2.1954	1.0257	14.7823
Si	3.0427	7.6604	16.3273
Si	0.6602	3.7417	19.7273
Si	9.9737	6.5024	15.2043
Si	8.4362	3.6984	12.9028
Si	6.6109	2.1172	14.9474
Si	1.2152	5.6417	13.2291
Si	8.0231	4.876	17.1324
Si	4.4073	2.9653	11.3604
Si	4.0321	6.8949	10.5128
Si	9.7116	8.2682	10.2451
Si	8.7155	1.7825	17.0496
Si	4.9781	5.5572	21.5211
Si	7.5354	2.2287	21.0561
Si	7.879	6.5089	11.993
Si	5.7384	6.1559	15.6799
Si	7.2093	8.629	16.5446
Si	4.6164	9.2877	18.2701
Si	4.0796	2.8151	16.649
Si	8.8451	10.671	11.6445
Si	3.2184	7.3815	20.0288
Si	3.1007	9.281	13.769
Si	1.5175	8.145	11.5166
Si	0.0034	1.8518	12.4968
Si	0.3318	8.7424	20.1786
Si	10.7068	10.8884	15.9492
Si	3.2104	2.9705	21.3921
Si	7.6871	5.244	20.1483
Si	6.1926	0.6615	12.2436
Si	8.9721	9.2048	14.289
O	4.5031	8.5174	13.4614
O	1.965	8.4466	20.2129
O	2.2215	9.2998	12.4046
O	6.4889	5.0347	16.5891
O	10.7568	5.0011	20.3179
O	7.5179	3.207	14.146
O	6.1552	5.7013	20.4148
O	8.3959	8.2812	17.5935
O	0.0887	5.5648	14.3947
O	3.708	1.6901	20.5405
O	6.7993	7.3597	15.6483
O	5.0153	1.4796	11.5014
O	3.323	8.9321	17.3265
O	4.1302	5.9125	11.8026
O	8.4491	5.3302	12.9714
O	7.8421	3.4187	11.4088
O	3.5006	4.2685	17.1066
O	4.645	10.7168	19.0074
O	2.8754	6.0818	19.1108
O	4.3879	4.0646	21.3697
O	5.3374	2.8273	15.6316
O	8.9819	5.5235	16.0113
O	0.5624	2.3605	11.0671
O	5.4154	3.7942	10.4359
O	10.904	2.244	19.6833
O	8.9931	0.9726	18.4407
O	4.4382	6.848	16.3098
O	7.402	1.3949	16.1745
O	10.6985	7.6917	21.3071
O	6.2226	1.0304	13.8164
O	2.0257	6.4733	16.7869
O	7.876	9.5939	15.4269
O	3.8127	6.688	21.3779
O	7.0885	5.7983	10.7676
O	5.9647	9.2187	17.3689
O	2.6708	5.4235	13.9251
O	4.5732	2.1256	18.042
O	10.7152	8.0333	18.851
O	2.9494	2.1229	15.6967
O	5.3036	5.5786	14.2288
O	0.2859	8.6622	10.6454
O	1.0117	7.0995	12.6156
O	10.6055	7.4674	16.3378
O	7.6472	0.815	11.525
O	8.5397	3.3574	17.336
O	4.4986	8.1843	19.441
O	6.8185	7.5326	12.6722
O	7.87	3.6519	20.3701
O	1.1759	4.2532	18.256
O	10.1995	0.4847	12.0751
O	3.2296	10.8509	14.178
O	1.1888	4.6439	11.9472
O	4.3028	3.5901	12.8587
O	8.6357	6.061	21.1849
O	10.7245	10.3661	20.1396
O	5.0456	8.0946	10.8231
O	8.0839	5.55	18.6047
O	10.2882	10.0792	14.6203
O	2.979	3.0828	10.6374
O	2.5032	8.3473	14.9621
O	8.952	9.717	10.325
O	1.3318	0.2159	15.8678
O	5.9026	10.0595	12.0537
O	8.4743	9.6862	12.8618
O	1.2074	1.6265	13.6016
O	9.8685	2.9529	13.0536
O	9.1319	7.2899	11.3801
O	6.2749	1.6088	20.1905
O	1.9158	3.6027	20.7064
O	9.2739	7.6108	14.2301
O	9.9715	1.3837	16.1056
O	10.405	9.9478	17.2064
O	8.8242	1.2145	20.9637
O	2.5263	7.4682	10.4581

Results
free energy: -52154.405 eV
free energy less fixed offsets of H -15.86, O -447.96, Si -113.29 eV per atom: -0.655 eV
gap between the highest filled and lowest empty level on this k mesh: 1.513 eV

The program warned: the cutoff lies below the one the program advises for these potential files; the model core charge is not resolved on the grid; the forces do not sum to zero within the program's tolerance; the exchange-correlation potential is rough where the density is thin.
